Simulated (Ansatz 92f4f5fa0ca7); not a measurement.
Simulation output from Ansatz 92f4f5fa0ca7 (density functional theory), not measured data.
Periodic cell of 224 atoms, Si133O90H1, from a study of silicon, its oxide and their interface. The atomic structure is a simulated model.
Doubt: the cutoff is far below the 930 eV that the study's wrapper takes by default for these files, so forces and energies are approximate.
This geometry differs little from another in the collection (a relaxation step or a small displacement).

Settings: functional PBE; potential files Ansatz PAW; basis plane waves; wave-function cutoff 580 eV; density cutoff ratio 5; exchange-correlation grid ratio 1; k mesh 1 x 1 x 1, Gamma-centred; self-consistency stop 5e-08 eV per atom in the density residual; occupations fixed; spin none; net charge +1 e, with a uniform compensating background and no finite-size correction.

Cell vectors (angstrom)
a	10.938	0	0
b	0	10.938	0
c	0	0	32.3551

Atoms: element, x, y, z (angstrom)
Si	0.3461	-0.2941	24.7619
Si	5.2904	0.2923	25.0624
Si	3.0755	2.475	25.0231
Si	7.9491	2.9333	25.016
Si	-0.1992	5.665	24.7949
Si	5.7633	5.1744	24.9111
Si	2.6236	8.4065	24.6601
Si	8.5012	7.9017	24.8405
Si	1.4109	1.2945	26.1828
Si	6.8388	1.4061	26.3877
Si	4.1775	4.0925	26.2882
Si	9.6075	4.1123	26.1904
Si	1.4236	6.8471	26.0674
Si	6.9024	6.7978	26.1884
Si	4.1047	9.5344	26.162
Si	9.6555	9.532	26.1201
Si	2.7558	-0.0467	27.5831
Si	8.2643	-0.0494	27.5559
Si	0.0264	2.7023	27.5341
Si	5.4718	2.7484	27.6884
Si	2.7349	5.4822	27.5347
Si	8.2347	5.4463	27.5932
Si	0.0499	8.174	27.5388
Si	5.4925	8.1767	27.5317
Si	4.1018	1.3673	28.9368
Si	9.5708	1.3673	28.9368
Si	1.3673	4.1018	28.9368
Si	6.8362	4.1018	28.9368
Si	4.1018	6.8362	28.9368
Si	9.5708	6.8362	28.9368
Si	1.3673	9.5708	28.9368
Si	6.8362	9.5708	28.9368
Si	0	0	30.3041
Si	5.469	0	30.3041
Si	2.7345	2.7345	30.3041
Si	8.2035	2.7345	30.3041
Si	0	5.469	30.3041
Si	5.469	5.469	30.3041
Si	2.7345	8.2035	30.3041
Si	8.2035	8.2035	30.3041
Si	1.3673	1.3673	31.6713
Si	6.8362	1.3673	31.6713
Si	4.1018	4.1018	31.6713
Si	9.5708	4.1018	31.6713
Si	1.3673	6.8362	31.6713
Si	6.8362	6.8362	31.6713
Si	4.1018	9.5708	31.6713
Si	9.5708	9.5708	31.6713
Si	2.7345	0	0.6835
Si	8.2035	0	0.6835
Si	0	2.7345	0.6835
Si	5.469	2.7345	0.6835
Si	2.7345	5.469	0.6835
Si	8.2035	5.469	0.6835
Si	0	8.2035	0.6835
Si	5.469	8.2035	0.6835
Si	4.1018	1.3673	2.0507
Si	9.5708	1.3673	2.0507
Si	1.3673	4.1018	2.0507
Si	6.8362	4.1018	2.0507
Si	4.1018	6.8362	2.0507
Si	9.5708	6.8362	2.0507
Si	1.3673	9.5708	2.0507
Si	6.8362	9.5708	2.0507
Si	0	0	3.418
Si	5.469	0	3.418
Si	2.7345	2.7345	3.418
Si	8.2035	2.7345	3.418
Si	0	5.469	3.418
Si	5.469	5.469	3.418
Si	2.7345	8.2035	3.418
Si	8.2035	8.2035	3.418
Si	1.2237	1.4956	4.7714
Si	6.7991	1.3922	4.8247
Si	4.1335	4.0304	4.7938
Si	9.5365	4.115	4.8497
Si	1.3655	6.8215	4.7664
Si	6.7881	6.9009	4.7813
Si	4.0739	9.6205	4.7734
Si	9.6094	9.5444	4.7201
Si	2.6628	0.1366	5.9777
Si	8.1837	-0.0769	6.0287
Si	-0.1755	2.7242	6.3745
Si	5.4353	2.6858	6.3386
Si	2.6685	5.3617	6.0653
Si	8.1572	5.5349	6.1513
Si	0.0373	8.2169	6.1241
Si	5.3822	8.2511	6.1906
Si	3.6679	1.5561	7.5614
Si	9.6256	0.8982	7.5923
Si	1.5278	3.9027	7.5535
Si	6.5273	4.4628	7.4807
Si	4.1844	6.5817	7.3314
Si	9.3554	7.1462	7.4241
Si	1.1863	9.8943	7.308
Si	7.0697	9.358	7.4264
O	9.6085	6.7823	24.2952
O	4.1799	1.3697	24.4607
O	8.1897	8.2224	7.9011
O	2.6426	2.7744	8.0459
O	6.8639	4.0358	24.4127
O	1.471	9.5339	24.2089
O	5.3581	5.5576	7.8726
O	0.0023	-0.0452	7.8675
O	7.1249	4.0727	8.9667
O	6.6994	10.2219	8.8195
O	10.1417	6.6765	8.8093
O	2.0585	9.5533	8.6675
O	3.888	0.6356	8.9512
O	1.0499	4.7097	8.9363
O	8.8709	0.8168	9.1067
O	3.3617	7.117	8.6525
O	7.7778	8.5322	23.4913
O	8.5492	2.0833	23.7535
O	5.1089	5.7897	23.5333
O	2.4782	3.2387	23.7086
O	10.6234	0.4218	23.4164
O	0.4311	4.9473	23.4311
O	3.3823	7.7969	23.2822
O	6.1533	10.6596	23.8001
Si	9.5729	2.5366	19.943
Si	5.5927	6.6991	19.654
Si	7.9919	3.4177	14.5444
Si	13.3422	3.2497	13.3478
Si	4.6744	1.4302	13.6242
Si	5.0285	7.2162	14.3132
Si	4.0273	5.4771	12.2559
Si	4.0175	6.4557	22.5346
Si	9.5274	10.7968	14.33
Si	6.8261	5.5366	12.629
Si	7.325	1.9108	12.1693
Si	3.3104	13.4952	17.829
Si	7.9942	4.3772	10.2865
Si	9.1756	7.8058	14.6505
Si	7.5562	0.512	18.487
Si	9.7918	5.1638	16.2462
Si	7.6522	9.6612	16.3239
Si	2.1969	11.3501	12.428
Si	7.9893	15.842	18.7913
Si	12.4911	13.4861	20.0828
Si	-1.6445	1.0803	22.7317
Si	4.9056	10.0224	15.4087
Si	2.86	10.9409	19.2637
Si	5.576	9.6572	20.1223
Si	10.7475	5.4477	9.6876
Si	7.1087	9.8423	22.7962
Si	6.2763	13.815	17.0234
Si	-3.1254	-0.1761	9.8907
Si	1.7701	4.2803	16.0868
Si	-1.6802	9.1455	11.9268
Si	1.0148	8.9353	14.2755
Si	3.5136	7.6345	10.1714
Si	1.749	4.285	22.724
Si	2.5265	9.1372	16.9859
Si	14.0011	10.3545	9.6735
Si	4.0121	6.4038	17.0686
Si	11.6937	-3.4888	11.7163
O	5.1019	6.6927	15.8641
O	3.729	2.6614	14.1187
O	6.673	3.2002	15.469
O	3.9979	10.1139	20.0922
O	4.2976	6.4427	10.9685
O	1.3292	3.3949	21.4311
O	4.1007	9.1749	10.2143
O	-3.3844	-5.2181	11.1675
O	10.6812	-2.2786	11.3538
O	9.2766	3.7553	15.5192
O	5.4426	4.6924	12.4395
O	3.5059	10.1572	16.1881
O	6.3979	6.8938	13.4618
O	10.2847	9.201	14.7082
O	6.0519	9.6091	16.4794
O	9.7946	6.3899	15.1082
O	13.7756	4.3514	12.1952
O	6.7478	1.3598	17.3499
O	1.4973	8.6835	15.7864
O	1.9618	9.9019	18.3173
O	14.1657	7.7725	17.4665
O	4.6902	14.0598	17.2048
O	8.6883	12.3858	19.1252
O	5.8192	2.0623	12.708
O	8.2616	2.0804	13.5757
O	2.7701	5.4524	22.2382
O	8.9032	14.9714	19.8311
O	2.0817	10.9323	10.8736
O	-3.1068	4.7332	13.6205
O	10.5958	11.8088	14.9732
O	7.7882	3.1386	11.2808
O	8.7748	8.015	13.0752
O	2.7563	14.1976	19.2071
O	12.4705	4.0453	14.4762
O	8.284	10.8306	22.2324
O	13.0583	7.7725	10.9761
O	12.5633	1.9421	12.6987
O	8.1112	10.6468	15.0829
O	4.7504	16.8897	18.4456
O	8.2956	10.1844	17.7146
O	5.2981	11.4873	14.8332
O	3.7814	0.3755	12.7684
O	6.9891	14.8211	18.0468
O	-1.4974	10.5935	12.7248
O	9.7145	2.0014	21.4607
O	5.7684	8.2818	19.2567
O	2.9538	5.3181	16.4866
O	-2.5862	-1.558	10.6269
O	6.4793	21.8203	19.5433
O	11.9119	7.5777	13.3706
O	6.1246	9.3325	21.6071
O	2.1317	2.8146	16.7155
O	7.0958	16.938	19.6207
O	7.271	11.5499	11.2167
O	8.9171	16.4954	17.571
O	1.9521	0.9404	20.2571
O	3.7831	-4.4807	13.5621
O	8.1366	8.1792	15.8301
O	0.2167	6.0076	11.1929
O	4.8087	8.8383	14.2772
O	11.0641	13.5349	19.2757
O	4.7941	6.6526	21.0861
O	1.4845	10.2394	13.4466
O	11.3253	4.9025	16.6833
O	3.5883	1.001	18.1895
O	9.5678	4.3609	9.9094
H	10.3667	12.7395	15.1262

Results
free energy: -135754.738 eV
free energy less fixed offsets of H -15.97, O -568.88, Si -635.61 eV per atom: -3.438 eV

Forces (eV/angstrom), in the order of the atoms: element, x, y, z
Si	-0.0016	0.0012	0.0014
Si	0.0021	-0.002	0
Si	-0.0035	0.0029	-0.0163
Si	0.0015	-0.002	-0.0076
Si	0	-0.0016	0.0029
Si	-0.0032	0.0011	0.0028
Si	0.002	0.0019	0.0044
Si	-0.0009	-0.0001	0.0022
Si	-0.0006	-0.0012	-0.0011
Si	-0.0005	-0.0012	-0.0015
Si	0.0011	0.0023	-0.0018
Si	0.0001	0.0014	-0.0013
Si	-0.0024	0.0011	-0.0012
Si	0.0006	-0.0003	-0.001
Si	-0.0017	0.001	-0.0018
Si	0.0023	-0.0009	-0.0015
Si	0.0027	0.0002	-0.0003
Si	-0.0011	0.001	0.0017
Si	-0.0002	0.0004	0.0019
Si	-0.0005	-0.0008	0.002
Si	0.0009	-0.0013	0.0012
Si	-0.0005	-0.0009	0.0001
Si	0	0	-0.0011
Si	-0.0001	0.0003	0.0015
Si	-0.2334	-0.2688	0.3994
Si	0.1604	-0.0956	-0.1395
Si	0.0337	-0.018	-0.3103
Si	0.3008	0.2563	0.6268
Si	0.0185	0.0144	-0.2162
Si	0.2267	0.0367	-0.0197
Si	0.0109	-0.1708	0.1009
Si	0.1104	-0.1497	-0.2438
Si	0.015	0.0161	-0.0176
Si	-0.0352	0.0719	-0.0123
Si	-0.0117	-0.0504	0.0034
Si	-0.0523	0.0745	-0.0022
Si	-0.0577	0.0355	-0.0122
Si	0.0651	0.0184	0.0036
Si	-0.0318	0.0571	-0.0158
Si	-0.0007	0.013	-0.0162
Si	-0.0228	-0.0055	-0.0024
Si	0.0433	-0.0646	-0.0163
Si	0.0215	0.0033	-0.0199
Si	0.0319	-0.043	-0.0167
Si	0.0885	-0.0336	-0.026
Si	-0.0174	-0.0102	-0.0097
Si	0.0009	-0.0447	-0.0236
Si	-0.0129	0.0231	-0.0163
Si	0.0586	-0.0057	-0.0139
Si	-0.056	0.0503	0.0065
Si	-0.0206	0.0229	0.0477
Si	-0.0434	0.0448	0.0381
Si	-0.0888	0.039	0.001
Si	0.01	-0.012	-0.0178
Si	-0.0239	0.0098	0.0306
Si	0.0284	0.0218	0.043
Si	-0.1141	-0.1455	0.0175
Si	-0.017	-0.1476	-0.0114
Si	0.1446	0.0376	-0.0063
Si	0.0619	0.0595	0.0228
Si	-0.0287	-0.0674	0.0145
Si	-0.13	-0.1066	0.0047
Si	0.0709	0.0791	0.0011
Si	0.1005	0.0403	0.0109
Si	-0.0259	0.299	-0.3639
Si	0.0555	0.183	0.0061
Si	-0.2436	0.1134	-0.1221
Si	-0.1233	0.109	0.354
Si	-0.1979	-0.1907	0.1348
Si	-0.013	-0.0826	0.1338
Si	0.0352	0.0307	0.0153
Si	-0.0632	-0.0446	-0.3009
Si	-0.0019	-0.0002	-0.0022
Si	0.0007	0.001	-0.0005
Si	0.0003	0.0013	-0.0004
Si	0.0024	-0.0016	-0.0005
Si	0.0014	0.0004	-0.0009
Si	0.0036	-0.0017	0.0012
Si	-0.0018	0.003	0.0015
Si	-0.0022	0.0051	-0.001
Si	0.0007	-0.0031	-0.0026
Si	0.0004	-0.0032	-0.0023
Si	-0.0011	-0.0011	-0.0024
Si	-0.0016	-0.0008	0.0003
Si	0.0012	-0.0002	-0.0019
Si	-0.0005	0.0044	-0.0016
Si	-0.0075	-0.0119	-0.0057
Si	-0.0105	-0.0065	-0.0066
Si	-0.0001	-0.0006	0.0002
Si	0.001	0.0026	0.0032
Si	-0.0008	-0.0011	0.0005
Si	-0.0023	0.0005	0.0021
Si	0.0014	0.0009	0.0005
Si	-0.0018	0.0004	-0.0022
Si	0.0065	0.0174	0.0155
Si	0.0146	0.0089	0.0093
O	0	-0.0009	-0.0015
O	-0.003	0.0032	-0.0002
O	0.0012	-0.0018	0
O	0.0021	-0.0002	0.0008
O	0.0025	-0.0024	-0.0009
O	-0.0001	0.0007	-0.0017
O	-0.0003	-0.0005	-0.0008
O	0.0014	-0.0051	-0.0031
O	0.0008	-0.0004	-0.0003
O	-0.0024	-0.0008	-0.0022
O	-0.0001	0.0004	0.0002
O	-0.0032	-0.0014	-0.0071
O	-0.0001	0.0012	-0.0006
O	0.0001	0.0005	-0.0009
O	-0.0012	-0.0012	-0.0005
O	-0.0036	-0.0042	-0.0094
O	-0.0002	0.0005	-0.002
O	0.0016	-0.0018	0.0012
O	0.0004	0.0005	-0.0021
O	-0.0046	0.0066	0.0002
O	-0.0021	0.0013	-0.0029
O	0.0026	-0.0025	-0.0038
O	0.0003	-0.0013	-0.0025
O	-0.0009	0.0001	0.0008
Si	0.0007	-0.0002	0.0007
Si	-0.0007	-0.0001	-0.0011
Si	-0.0013	0.0028	0.0003
Si	-0.0017	-0.0011	-0.0008
Si	-0.0002	0.0017	0.0011
Si	0.0005	0.0005	-0.0008
Si	-0.0009	0.001	-0.0012
Si	-0.0006	-0.0004	0.0013
Si	-0.011	0.0136	-0.0059
Si	0.0005	0.0015	0.0012
Si	-0.0009	-0.0012	-0.002
Si	-0.0011	-0.0005	-0.0029
Si	0.0006	0	0.0007
Si	0.0128	0.011	-0.0071
Si	0.0007	-0.0006	-0.0027
Si	0.0005	0.0017	-0.0029
Si	0.0041	0.0029	-0.0047
Si	-0.0078	0	0
Si	0.0006	-0.0006	-0.0023
Si	-0.0017	0.0003	0.0034
Si	-0.0005	0.0054	0.0027
Si	0.0001	-0.0005	-0.0021
Si	-0.0009	0.0018	-0.0031
Si	-0.0006	-0.0002	-0.0002
Si	-0.0005	-0.0003	0.0025
Si	-0.0009	0.0005	0.0018
Si	-0.0006	-0.0004	-0.002
Si	0.0003	-0.0014	0.0005
Si	-0.001	0.0002	-0.0016
Si	0.0005	0.0003	0.0023
Si	-0.017	0.0044	0.006
Si	0.0126	0.0003	-0.0005
Si	0.0044	-0.0148	0.0011
Si	-0.0013	-0.0024	-0.0052
Si	0.0007	-0.0013	0.0034
Si	-0.0024	0.0015	-0.0034
Si	-0.0177	-0.003	0.01
O	-0.0017	0.0002	0.0008
O	0.0009	-0.0012	0.0002
O	-0.0006	-0.0003	0.001
O	0.0015	-0.0004	0.0003
O	0.001	-0.002	0.0009
O	0.0059	0.0061	0.0102
O	0.0036	0.0042	-0.0008
O	-0.0004	-0.0004	-0.0004
O	-0.0008	-0.0003	-0.0008
O	-0.0005	-0.0023	-0.0016
O	0.0009	-0.0014	-0.0002
O	-0.0017	-0.0026	0.0006
O	-0.001	-0.0006	0
O	0.0119	-0.0192	-0.0011
O	-0.0009	0.0005	0.0016
O	-0.0004	-0.0018	0.0014
O	0.0003	0.0003	-0.0004
O	-0.0009	0.0005	0.0009
O	0.0048	0.0037	0.0088
O	0.0016	-0.0011	0
O	-0.0016	-0.0008	-0.0022
O	0.0006	-0.0003	0.001
O	-0.0004	0.0001	0.0008
O	0.0004	0.0001	0
O	0.0009	-0.0032	0.0014
O	-0.0016	-0.0043	0.0003
O	-0.0004	0	-0.0001
O	-0.001	-0.0001	-0.0016
O	-0.0008	0.0002	-0.0002
O	0.0114	-0.1145	-0.0296
O	-0.0006	-0.0007	-0.0005
O	-0.0013	-0.0031	0.0007
O	-0.0005	0.0001	0.0007
O	-0.0004	0	0.0007
O	0.0001	0.0006	-0.0006
O	0.0053	0.0061	0.0005
O	0.0005	0.0009	-0.0009
O	0.0047	-0.001	0.0003
O	0	0.0001	0.0016
O	-0.0023	-0.0004	-0.0008
O	-0.0006	-0.0001	0.0012
O	0.0059	-0.0012	-0.0002
O	-0.0004	-0.0001	0.0007
O	-0.0018	0.0007	0.0033
O	-0.002	-0.0022	0.0035
O	-0.0005	0.001	0.0015
O	0.0019	0.0015	0.0021
O	-0.0014	-0.0003	-0.0018
O	-0.0006	-0.0006	0.0006
O	-0.0001	-0.0037	0.0007
O	-0.0003	-0.0001	-0.0017
O	0.0002	0.0001	0.0013
O	-0.0006	0.0003	0.0007
O	-0.0009	0.0007	-0.0003
O	-0.0007	-0.0001	0.0012
O	0	0.0006	-0.0011
O	-0.0017	0.0008	-0.0004
O	-0.0071	0.0009	0.0062
O	-0.001	-0.0017	-0.001
O	-0.0002	0.0001	0.0011
O	0.0011	0.0001	0.0027
O	-0.0001	0	-0.0007
O	-0.0002	0.002	-0.0007
O	0.0001	-0.0005	0.0006
O	-0.0008	-0.0014	0.0023
O	-0.0019	-0.0005	-0.0002
H	-0.0135	0.111	0.0318

The program warned: the cutoff lies below the one the program advises for these potential files; the forces do not sum to zero within the program's tolerance; the exchange-correlation potential is rough where the density is thin.
